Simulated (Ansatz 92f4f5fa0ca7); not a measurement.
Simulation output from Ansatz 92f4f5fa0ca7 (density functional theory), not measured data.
Periodic cell of 215 atoms, Si132O82As1, from a study of silicon, its oxide and their interface. The atomic structure is a simulated model.
Doubt: the cutoff is far below the 930 eV that the study's wrapper takes by default for these files, so forces and energies are approximate.

Settings: functional PBE; potential files Ansatz PAW; basis plane waves; wave-function cutoff 580 eV; density cutoff ratio 5; exchange-correlation grid ratio 1; k mesh 1 x 1 x 1, Gamma-centred; self-consistency stop 5e-08 eV per atom in the density residual; occupations fixed; spin none; net charge +1 e, with a uniform compensating background and no finite-size correction.

Cell vectors (angstrom)
a, 10.938, 0, 0
b, 0, 10.938, 0
c, 0, 0, 31.5432

Atoms: element, x, y, z (angstrom)
Si, 10.4422, 0.5907, 24.3244
Si, 6.0525, 10.4988, 24.1383
Si, 2.1286, 3.2554, 24.0757
Si, 8.7017, 2.2584, 24.2975
Si, 0.4985, 5.0604, 24.1464
Si, 5.0524, 5.8921, 24.1921
Si, 3.4168, 7.6595, 24.1485
Si, 7.838, 8.8278, 23.9737
Si, 1.3479, 1.4857, 25.4433
Si, 6.9182, 1.302, 25.4853
Si, 4.0248, 4.1007, 25.3176
Si, 9.6762, 4.0979, 25.4106
Si, 1.5135, 6.8088, 25.3487
Si, 6.8958, 6.9629, 25.2336
Si, 4.2394, 9.5388, 25.3347
Si, 9.5265, 9.6553, 25.414
Si, 2.7825, 0.0083, 26.6371
Si, 8.2247, -0.0194, 26.9399
Si, 0.0104, 2.761, 26.9129
Si, 5.4509, 2.7392, 26.6623
Si, 2.7648, 5.4397, 26.8358
Si, 8.1878, 5.4948, 26.5997
Si, 0.0984, 8.2682, 26.5957
Si, 5.5459, 8.195, 26.7934
Si, 4.1083, 1.3689, 28.0606
Si, 9.5907, 1.3721, 28.2661
Si, 1.3852, 4.1275, 28.2491
Si, 6.8247, 4.1353, 28.0285
Si, 4.1621, 6.8217, 28.1464
As, 9.6009, 6.8659, 28.0649
Si, 1.4124, 9.6035, 28.0476
Si, 6.8397, 9.533, 28.2514
Si, 0.0514, -0.0156, 29.5246
Si, 5.4407, 0.0158, 29.4892
Si, 2.7638, 2.7102, 29.5223
Si, 8.1643, 2.7666, 29.4772
Si, 0.0103, 5.4767, 29.5713
Si, 5.4938, 5.45, 29.5058
Si, 2.7578, 8.2186, 29.4451
Si, 8.208, 8.1973, 29.6065
Si, 1.3935, 1.3562, 30.9049
Si, 6.8064, 1.3826, 30.8373
Si, 4.1228, 4.0854, 30.8872
Si, 9.52, 4.1146, 30.8587
Si, 1.3802, 6.8921, 30.8458
Si, 6.8494, 6.7788, 30.9186
Si, 4.0875, 9.5842, 30.8448
Si, 9.6248, 9.5603, 30.9117
Si, 2.7451, -0.0318, 0.7211
Si, 8.1724, 0.0101, 0.658
Si, -0.0348, 2.7504, 0.6692
Si, 5.4784, 2.711, 0.7144
Si, 2.7102, 5.4844, 0.6634
Si, 8.2135, 5.431, 0.756
Si, 0.0367, 8.1827, 0.7386
Si, 5.4558, 8.2174, 0.669
Si, 4.1202, 1.33, 2.0739
Si, 9.5125, 1.3843, 2.0248
Si, 1.3161, 4.1358, 2.0396
Si, 6.8447, 4.0459, 2.0964
Si, 4.0653, 6.8678, 2.026
Si, 9.6049, 6.8001, 2.0822
Si, 1.3858, 9.5519, 2.1002
Si, 6.8224, 9.5748, 2.0566
Si, -0.0728, -0.0028, 3.3205
Si, 5.47, -0.0228, 3.5097
Si, 2.6864, 2.7244, 3.3122
Si, 8.1863, 2.6748, 3.5267
Si, -0.0184, 5.4592, 3.5419
Si, 5.4406, 5.4816, 3.3022
Si, 2.7437, 8.1911, 3.5133
Si, 8.2279, 8.1867, 3.3681
Si, 1.2816, 1.3647, 4.6733
Si, 6.8392, 1.2935, 4.933
Si, 4.0581, 4.116, 4.6543
Si, 9.5333, 4.0587, 4.9038
Si, 1.3532, 6.8614, 4.9061
Si, 6.8307, 6.8018, 4.6902
Si, 4.1069, 9.559, 4.9026
Si, 9.5703, 9.5676, 4.7528
Si, 2.6103, 0.0378, 6.1074
Si, 8.2251, -0.1411, 6.2828
Si, -0.0221, 2.6449, 6.2134
Si, 5.3718, 2.7602, 6.0876
Si, 2.747, 5.4251, 6.1592
Si, 8.0917, 5.4349, 6.1868
Si, -0.0099, 8.2908, 6.2406
Si, 5.5597, 8.145, 6.1669
Si, 3.4827, 1.9152, 7.1955
Si, 10.0247, 0.8197, 7.4793
Si, 1.7782, 3.6412, 7.3661
Si, 6.2113, 4.5199, 7.3905
Si, 4.6383, 6.3025, 7.2687
Si, 9.155, 7.1879, 7.3305
Si, 0.8918, 10.146, 7.5276
Si, 7.402, 8.8815, 7.4999
O, 4.5787, 6.5947, 8.8966
O, 1.3813, 3.9759, 8.9491
O, 9.7438, 6.5506, 8.7473
O, 1.307, 10.0979, 9.1587
O, 6.0853, 4.2179, 9.0318
O, 3.7121, 1.5657, 8.7786
O, 7.124, 8.9537, 9.1468
O, 9.6572, 1.0672, 9.0818
O, 8.2473, 2.5445, 22.7377
O, 10.9832, 5.5618, 22.6323
O, 5.6392, 0.0844, 22.6276
O, 5.3104, 5.399, 22.6306
O, 2.1428, 2.8005, 22.4729
O, 3.3374, 7.8523, 22.4962
O, 8.3883, 8.7411, 22.3959
O, -0.1822, 11.2392, 22.7342
Si, 2.1556, 2.9905, 12.8914
Si, 8.6825, 1.2882, 10.364
Si, 1.0702, 4.5045, 15.3517
Si, 7.5524, 5.5638, 12.2038
Si, 2.4122, 8.1862, 21.2047
Si, 5.4161, 7.7602, 12.4791
Si, 9.2602, 0.4556, 15.5002
Si, 2.9104, -0.0438, 16.6477
Si, 10.4693, 1.1659, 12.6078
Si, 7.7679, 2.8335, 21.225
Si, 9.1331, 8.7877, 14.466
Si, 1.4657, 4.7883, 10.3605
Si, 4.4786, 9.4895, 19.127
Si, 11.0709, 6.1021, 21.0987
Si, 6.6129, 10.4487, 14.8428
Si, 5.3926, 0.7332, 21.1657
Si, 2.3481, 9.8002, 10.3921
Si, 0.4295, 10.6325, 21.3771
Si, 5.8594, 5.2542, 21.1189
Si, 3.643, 7.0837, 10.1107
Si, 9.0493, 5.6843, 14.839
Si, 3.6642, 4.0786, 19.0917
Si, 10.0323, 3.6629, 19.3094
Si, 4.2565, 8.6624, 15.3597
Si, 0.4545, 1.9182, 17.1498
Si, 6.789, 7.5357, 19.2369
Si, 5.2566, 3.6221, 16.7354
Si, 7.7828, 5.0132, 17.5177
Si, 6.675, 9.9007, 10.3969
Si, 4.3798, 1.0408, 10.1343
Si, -0.0279, 9.0944, 11.908
Si, 9.1033, 8.6326, 20.918
Si, 4.5519, 1.6677, 14.5713
Si, 2.4478, 2.0812, 21.0423
Si, 6.3315, 3.3241, 10.3727
Si, 3.4326, 5.9171, 16.7381
Si, 9.8728, 6.5468, 10.3607
O, 0.1272, 2.6291, 18.5792
O, 2.9232, 9.6275, 15.5737
O, 10.8647, 4.8035, 20.1352
O, 7.5576, 2.3619, 9.9251
O, 10.9213, 5.3558, 10.8086
O, 6.5844, 6.6959, 12.88
O, 10.307, 8.0712, 10.7916
O, 7.6671, 9.4559, 14.0025
O, 8.4064, 6.2182, 10.9829
O, 5.356, 10.4915, 20.0575
O, 2.1659, 3.7568, 11.4359
O, 7.9694, 8.5523, 19.7427
O, 6.2053, 6.732, 20.537
O, 5.5073, 2.7142, 15.4043
O, 1.313, 0.9192, 20.6927
O, 6.075, 9.0165, 11.6401
O, 4.6126, 4.9866, 16.1076
O, 6.5948, 3.9041, 17.6286
O, 10.5603, 10.6796, 11.8139
O, 5.5789, 0.4975, 13.9831
O, 8.0167, 5.0929, 15.9226
O, 9.7251, 9.8168, 15.5981
O, -0.3935, 5.1497, 15.1379
O, 1.5682, 6.8404, 20.794
O, 1.4955, 0.6322, 17.1658
O, 6.5965, 1.7754, 20.8003
O, 1.0028, 1.8232, 12.8455
O, 3.2541, 5.496, 18.3317
O, 9.5197, 2.0079, 11.5822
O, 1.0233, 3.0961, 16.1747
O, 8.6034, 5.1342, 13.3734
O, 10.2832, 8.5973, 13.3209
O, 1.4405, 9.3975, 21.6951
O, 10.0857, 9.9315, 20.59
O, 3.1736, 0.2033, 10.8988
O, 5.0631, 2.3678, 10.8352
O, 1.7571, 4.1753, 13.9233
O, 7.9459, 10.8327, 10.8568
O, 9.134, 4.4711, 18.2213
O, 5.6329, 9.4986, 15.7666
O, 5.539, -0.0405, 9.8071
O, 3.5918, 2.3161, 13.3895
O, 1.9731, 5.6502, 16.0697
O, 9.708, 1.0369, 14.0384
O, 4.3897, 6.9262, 11.5365
O, 4.7593, 4.4781, 20.219
O, 9.9478, 1.3506, 16.6463
O, 6.6955, 4.2897, 11.6435
O, 5.5746, 8.4054, 18.5721
O, 9.0757, 2.7342, 20.2558
O, 3.5979, 1.1306, 15.7706
O, 4.2183, 3.0739, 17.8998
O, 9.9111, 7.2167, 20.8634
O, 3.3642, 8.6633, 9.8215
O, 3.9351, 7.4261, 16.3814
O, 7.6256, 0.4858, 15.6972
O, 8.9299, 7.2973, 15.0394
O, 3.9334, 1.4386, 21.1556
O, 1.5985, 9.1166, 11.6945
O, 2.3144, 6.1617, 10.1546
O, 7.3453, 6.4605, 18.1378
O, 7.2278, 4.3693, 21.1106
O, 4.5485, 8.2196, 13.8004
O, 3.3226, 8.6776, 19.9527
O, 2.4962, 3.2351, 19.87
O, 3.739, 10.3685, 17.9608

Results
free energy: -135411.051 eV
free energy less fixed offsets of As -4856.12, O -568.88, Si -635.61 eV per atom: -6.251 eV

Forces (eV/angstrom), in the order of the atoms: element, x, y, z
Si, 0.0978, -0.0854, -0.2335
Si, -0.0497, 0.1016, -0.2173
Si, 0.0131, -0.0814, -0.2752
Si, -0.1359, 0.0913, -0.2185
Si, -0.0512, 0.0695, -0.2179
Si, 0.1278, -0.1247, -0.2581
Si, -0.1117, 0.0691, -0.2403
Si, 0.0744, -0.0131, -0.2639
Si, -0.0076, 0.0068, 0.0902
Si, 0.0141, -0.0082, 0.095
Si, -0.006, -0.0019, 0.054
Si, 0.0606, -0.0415, 0.0608
Si, 0.0604, -0.074, 0.0471
Si, -0.0431, 0.0577, 0.0217
Si, -0.0151, -0.0048, 0.0572
Si, -0.105, 0.045, 0.0913
Si, 0.0377, 0.0468, -0.1749
Si, -0.0176, -0.0809, 0.1569
Si, 0.0313, 0.0606, 0.1641
Si, -0.0142, -0.0328, -0.1425
Si, -0.0777, -0.0107, 0.0921
Si, 0.0611, -0.0013, -0.1158
Si, -0.11, -0.0791, 0.0093
Si, 0.0855, 0.0466, 0.0574
Si, -0.0074, 0.0416, 0.0765
Si, -0.0044, -0.0036, -0.35
Si, 0.0273, -0.0833, -0.3157
Si, 0.0097, -0.0592, 0.1296
Si, -0.0911, 0.0203, -0.0877
As, 0.0262, 0.0126, -0.0523
Si, -0.0438, 0.0084, 0.1425
Si, 0.0438, 0.1011, -0.3075
Si, 0.0658, -0.0773, 0.038
Si, -0.0255, 0.0289, 0.0519
Si, 0.0383, -0.0381, 0.0603
Si, -0.0778, 0.0832, -0.0023
Si, -0.0048, 0.0328, -0.0861
Si, 0.0586, -0.0544, 0.0123
Si, -0.0027, 0.0068, -0.044
Si, 0.0523, -0.0019, -0.0748
Si, 0.0053, 0.016, 0.0219
Si, 0.0091, 0.0076, -0.0022
Si, -0.0213, 0.0021, 0.0028
Si, -0.0199, -0.0064, 0.023
Si, 0.0071, 0.0132, 0.0096
Si, -0.0025, -0.0171, 0.0282
Si, -0.0066, -0.0167, 0.0072
Si, 0.0233, 0.0183, 0.0296
Si, 0.0169, 0.0204, 0.02
Si, -0.0542, -0.0348, 0.0007
Si, 0.0607, -0.0083, 0.0135
Si, -0.017, -0.0143, 0.011
Si, 0.0096, -0.0622, -0.0001
Si, -0.0056, -0.0062, -0.0049
Si, -0.0004, 0.0096, -0.0182
Si, 0.023, 0.0611, 0.0054
Si, 0.0072, -0.0076, 0.0134
Si, -0.0415, 0.0777, -0.0509
Si, -0.0556, 0.0576, 0.0021
Si, 0.033, -0.045, 0.01
Si, -0.0675, 0.0429, -0.0578
Si, 0.0343, -0.0356, 0.0182
Si, 0.0098, -0.0023, 0.0127
Si, 0.0086, -0.005, 0.0232
Si, 0.1823, -0.0363, 0.3249
Si, -0.0031, 0.0053, -0.1032
Si, 0.0465, -0.0084, 0.3312
Si, -0.0144, 0.0698, -0.089
Si, 0.0381, -0.0344, -0.1127
Si, 0.0302, -0.1025, 0.3905
Si, -0.0127, 0.0184, -0.0778
Si, -0.1023, 0.0106, 0.1878
Si, -0.0179, 0.0308, -0.1414
Si, -0.0143, -0.0051, 0.0991
Si, -0.0414, -0.0031, -0.1823
Si, -0.0009, -0.0404, 0.1366
Si, 0.0289, -0.0146, 0.1189
Si, -0.0075, -0.0007, -0.1558
Si, -0.0134, -0.0146, 0.1047
Si, -0.0154, 0.0035, -0.0906
Si, -0.0127, -0.0406, -0.0793
Si, 0.0027, -0.0046, -0.0201
Si, 0.0461, -0.0063, -0.056
Si, 0.0349, 0.0131, -0.0913
Si, 0.0216, -0.0466, -0.0556
Si, -0.0247, -0.0137, -0.0596
Si, 0.0147, 0.0328, -0.0456
Si, 0.0207, 0.0079, -0.0486
Si, -0.0697, 0.0852, 0.1272
Si, -0.0592, 0.0431, 0.1823
Si, -0.0653, 0.0459, 0.1328
Si, -0.0156, -0.0333, 0.1814
Si, -0.0268, 0.01, 0.1411
Si, 0.0556, -0.0464, 0.1517
Si, 0.0595, 0, 0.2104
Si, -0.0099, 0.0082, 0.1485
O, 0.049, -0.0253, -0.255
O, 0.0245, -0.0722, -0.2546
O, -0.0663, 0.0537, -0.298
O, -0.0883, 0.0252, -0.3083
O, -0.0021, 0.0472, -0.2692
O, -0.0512, 0.0685, -0.2911
O, 0.0614, -0.0532, -0.2471
O, 0.0816, -0.0388, -0.2834
O, 0.0989, -0.0747, 0.43
O, 0.0473, -0.1037, 0.4058
O, 0.0764, -0.1256, 0.3896
O, -0.0991, 0.0723, 0.4385
O, -0.0352, 0.1182, 0.3961
O, 0.1035, -0.0569, 0.4107
O, -0.1257, 0.0255, 0.4111
O, -0.098, 0.0962, 0.394
Si, -0.0071, -0.0277, 0.1392
Si, -0.0281, 0.0498, 0.2728
Si, -0.0177, 0.0139, -0.0168
Si, 0.0107, 0.0269, 0.1498
Si, -0.0524, 0.0477, -0.4183
Si, 0.0124, -0.021, 0.1624
Si, -0.0268, -0.0261, -0.0151
Si, -0.0278, 0.0249, -0.1539
Si, 0.0352, -0.0006, 0.1586
Si, 0.0053, 0.0538, -0.4542
Si, -0.0251, 0.0058, 0.0383
Si, 0.0268, -0.0021, 0.2773
Si, -0.0034, 0.0355, -0.3036
Si, -0.0027, -0.0244, -0.3985
Si, 0.0381, 0.0061, 0.0152
Si, -0.0522, 0.0181, -0.4312
Si, 0.0386, -0.0734, 0.2848
Si, 0.0866, -0.0548, -0.3644
Si, 0.0249, 0.0011, -0.4672
Si, -0.0582, -0.0073, 0.2845
Si, 0.0473, 0.0368, 0.0051
Si, -0.0014, 0.034, -0.3135
Si, 0.0102, -0.0226, -0.3009
Si, -0.0013, 0.0293, -0.0004
Si, 0.003, -0.0386, -0.1811
Si, -0.0189, -0.0394, -0.2704
Si, 0.0125, 0.0011, -0.1394
Si, -0.0275, -0.0355, -0.172
Si, -0.061, 0.0361, 0.2937
Si, 0.0382, -0.0531, 0.2621
Si, -0.0536, 0.0177, 0.1894
Si, 0.0042, -0.031, -0.3861
Si, 0.0039, -0.0116, 0.013
Si, 0.0545, -0.0036, -0.4095
Si, 0.102, -0.011, 0.2752
Si, -0.0138, 0.0294, -0.1496
Si, -0.008, 0.0006, 0.3187
O, -0.0408, 0.0617, 0.1533
O, 0.0014, 0.0051, 0.0332
O, 0.041, 0.1088, 0.1713
O, -0.0067, 0.0293, -0.067
O, 0.0059, -0.0011, -0.081
O, -0.009, 0.0089, -0.0506
O, -0.0116, -0.0482, -0.1199
O, -0.014, -0.0036, -0.0249
O, 0.0484, 0.0171, -0.1175
O, 0.0356, 0.0888, 0.1852
O, -0.0156, 0.046, -0.1398
O, 0.0928, 0.039, 0.1581
O, -0.0374, -0.0715, 0.179
O, 0.0002, 0.0182, 0.0369
O, -0.0402, -0.0197, 0.1329
O, 0.0336, 0.0819, -0.1443
O, 0.0031, -0.0079, 0.0475
O, 0.0209, 0.0133, 0.0663
O, -0.0118, -0.0213, -0.0793
O, -0.007, 0.001, -0.0182
O, -0.0217, -0.0133, 0.0727
O, 0.0097, 0.0007, 0.0024
O, -0.0097, -0.0045, 0.0027
O, 0.0123, 0.0163, 0.1222
O, -0.0017, 0.0049, 0.0592
O, 0.0113, -0.0095, 0.1317
O, -0.002, -0.0104, -0.0453
O, 0.0063, -0.0454, 0.1399
O, -0.0632, -0.0027, -0.1361
O, -0.01, -0.019, 0.0472
O, -0.0325, -0.0047, -0.0619
O, 0.0381, 0.0064, -0.0819
O, -0.0108, 0.0081, 0.1052
O, 0.0169, 0.0237, 0.1302
O, 0.0021, 0.0468, -0.0843
O, -0.0553, -0.0349, -0.0895
O, 0.0026, -0.0079, -0.0323
O, -0.0225, -0.0128, -0.0839
O, 0.0534, -0.0301, 0.1237
O, -0.0131, -0.0136, 0.0178
O, 0.0049, 0.0066, -0.1397
O, -0.0106, 0.0073, -0.039
O, 0.0236, 0.0022, 0.0314
O, 0.0208, 0.014, -0.0502
O, -0.0479, -0.0087, -0.1295
O, 0.0867, 0.0506, 0.1985
O, 0.0282, 0.0229, 0.0559
O, -0.0455, -0.0745, -0.125
O, 0.0081, 0.0009, 0.0928
O, -0.0905, -0.036, 0.1837
O, -0.0052, -0.0031, 0.035
O, -0.0376, 0.0121, 0.131
O, 0.0128, 0.0057, 0.1117
O, 0.0028, 0.0087, -0.0925
O, 0.0007, -0.016, 0.0374
O, 0, 0.004, 0.0119
O, -0.007, -0.0161, 0.0016
O, 0.0124, -0.0025, 0.1202
O, 0.0568, 0.0249, -0.1222
O, 0.0287, 0.0146, -0.0744
O, -0.0263, 0.0766, 0.1215
O, 0.0017, -0.029, 0.1381
O, 0.0179, -0.014, -0.0731
O, -0.0903, -0.0652, 0.1972
O, -0.0434, -0.0846, 0.1806
O, 0.0613, -0.0593, 0.1692

The program warned: the cutoff lies below the one the program advises for these potential files; the exchange-correlation potential is rough where the density is thin.
